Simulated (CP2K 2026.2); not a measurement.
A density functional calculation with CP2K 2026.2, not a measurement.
Periodic cell of 432 atoms, Si324O108, from a study of silicon, its oxide and their interface. The atomic structure is a simulated model.
Doubt: the forces sum to 2.39 eV/angstrom along one axis rather than to zero, so they err by at least 0.0055 eV/angstrom per atom on average; the grid cutoff is modest.

Settings
functional: PBE
method: Gaussian and plane waves
basis set: DZVP-MOLOPT-SR-GTH
pseudopotentials: GTH-PBE
grid cutoff: 350 Ry, relative cutoff 50 Ry
k points: Gamma only
occupations: fixed
spin: none
net charge: 0

Cell vectors (angstrom)
a 16.32 0 0
b 0 16.32 0
c -3.3203 5.8293 29.5873

Atoms: element, x, y, z (angstrom)
Si -2.2317 21.0358 29.4819
Si 3.9028 1.7931 0.0343
Si -1.7102 9.8225 29.5482
Si 3.798 7.0483 0.3829
Si 1.6718 9.3009 0.2568
Si 4.2208 12.0387 0.2207
Si 3.8382 20.5598 29.5866
Si 9.3098 1.57 0.2141
Si 7.1286 3.8046 0.0383
Si 9.8421 6.526 0.0551
Si 6.3686 9.8097 0.2153
Si 5.9941 18.2424 29.5418
Si 9.2564 20.3531 29.4614
Si 11.8893 6.9669 29.486
Si 11.9949 4.2704 0.1656
Si 14.6089 7.0614 0.1986
Si 12.4282 9.3109 0.1691
Si 11.4453 18.044 29.3565
Si 2.7373 16.3694 1.1734
Si 5.4842 2.7908 1.4156
Si 2.6344 5.436 1.528
Si 5.3837 8.22 1.5974
Si 2.7568 10.8568 1.5824
Si 5.4968 13.6492 1.3228
Si 8.1611 16.2919 1.4347
Si 10.856 2.7404 1.4912
Si 8.2019 5.4347 1.3445
Si 10.8737 8.121 1.4298
Si 8.129 10.8916 1.3258
Si 10.9414 13.5223 1.2656
Si 13.6345 16.2299 1.1868
Si -0.0023 2.7682 1.2125
Si 13.5341 5.4494 1.4759
Si -0.0234 8.1604 1.4266
Si 13.6474 10.8688 1.375
Si -0.0229 13.5199 1.1416
Si 1.3789 1.3942 2.6063
Si 4.1168 4.1236 2.7906
Si 1.2622 6.7826 2.8379
Si 4.0631 9.5331 2.9766
Si 1.3073 12.2859 2.69
Si 4.076 15.0191 2.6117
Si 6.7605 1.3302 2.76
Si 9.4998 4.1089 2.8189
Si 6.8347 6.7916 2.7391
Si 9.4771 9.5131 2.6996
Si 6.8183 12.2738 2.7339
Si 9.6163 14.9347 2.6842
Si 12.2891 1.2826 2.6381
Si 14.9702 4.0531 2.6841
Si 12.2133 6.8102 2.8479
Si 14.9959 9.559 2.778
Si 12.2404 12.2009 2.7059
Si 14.9773 14.8925 2.6085
Si 0.0159 16.3108 3.9716
Si 2.7234 2.7081 4.0589
Si -0.0614 5.3931 4.142
Si 2.6573 8.1329 4.197
Si 0.0075 10.93 4.118
Si 2.7158 13.6507 4.0026
Si 5.3925 16.3097 4.0859
Si 8.1362 2.7018 4.1113
Si 5.4677 5.4693 4.1349
Si 8.1641 8.1627 4.1053
Si 5.4779 10.9404 4.1705
Si 8.2123 13.6117 4.0663
Si 10.9308 16.3057 4.0584
Si 13.6168 2.6674 4.0236
Si 10.8639 5.4428 4.1792
Si 13.6125 8.1905 4.1286
Si 10.8647 10.8578 4.0656
Si 13.6024 13.5947 4.0379
Si 1.3901 14.9124 16.2999
Si 4.0775 17.6479 16.4933
Si 1.3046 4.0153 16.3555
Si 4.0587 6.7565 16.2543
Si 1.3443 9.5191 16.2002
Si 4.1192 12.2616 16.3532
Si 6.8603 15.0366 16.3664
Si 9.4807 17.6782 16.3261
Si 6.7646 4.1136 16.3808
Si 9.4826 6.8089 16.3633
Si 6.7865 9.5391 16.3128
Si 9.5538 12.279 16.2973
Si 12.2596 14.9903 16.2791
Si -1.3593 17.6639 16.2813
Si 12.2773 4.1408 16.2246
Si -1.3248 6.7979 16.264
Si 12.1598 9.5017 16.2502
Si -1.3474 12.1808 16.302
Si 2.6842 16.1677 17.805
Si 5.4615 19.0948 17.8231
Si 2.6733 5.434 17.6207
Si 5.3997 8.1171 17.6056
Si 2.6754 10.8407 17.574
Si 5.5275 13.6641 17.6979
Si 8.2039 16.3561 17.8378
Si 10.8553 19.1458 17.5053
Si 8.0778 5.5094 17.7717
Si 10.8215 8.2055 17.7028
Si 8.1889 10.9206 17.6377
Si 10.9313 13.6483 17.6488
Si 13.6178 16.3324 17.6477
Si -0.0512 18.9329 17.7443
Si 13.6782 5.4244 17.6228
Si 0.0135 8.2053 17.5966
Si 13.5431 10.7981 17.5897
Si 0.0697 13.5183 17.6437
Si 1.1525 17.4104 19.1234
Si 3.9198 4.1 19.0773
Si 1.4067 6.8962 18.9469
Si 4.0321 9.4929 18.8933
Si 1.4445 12.1635 19.0488
Si 4.1748 14.8705 19.1958
Si 6.8795 17.7835 19.2558
Si 9.5442 4.1312 18.9684
Si 6.666 6.8748 19.1528
Si 9.3651 9.4998 19.0967
Si 6.9697 12.3783 19.0248
Si 9.7311 15.0277 19.1427
Si 12.2934 17.8979 18.821
Si -1.2916 4.0906 19.1074
Si 12.3353 6.8703 18.8935
Si -1.4026 9.4881 18.9609
Si 12.1936 12.1512 18.9327
Si -1.4275 14.7844 18.9203
Si -0.3093 15.9901 20.523
Si 2.6931 18.7132 20.2236
Si -0.0243 5.6828 20.2976
Si 2.8702 8.0631 20.3875
Si -0.3104 11.0989 20.2236
Si 3.2586 13.0133 20.3648
Si 5.1634 16.6613 20.4434
Si 8.6641 18.8907 20.4858
Si 4.9936 5.7484 20.3923
Si 7.5875 8.6334 20.4835
Si 5.5045 10.8847 20.0115
Si 8.6132 13.4375 20.454
Si 10.9676 16.7454 20.294
Si 13.2473 19.4792 20.3119
Si 11.0924 5.4124 20.1448
Si 13.9573 7.8019 20.3175
Si 10.6383 11.039 20.2683
Si 13.7311 13.2565 20.2737
Si 13.4575 17.2278 21.9908
Si 1.5046 7.6251 26.6289
Si -0.72 8.7511 24.8716
Si 9.3082 9.8945 25.0791
Si 6.7668 5.3791 24.7016
Si 12.2563 13.6438 23.0311
Si 9.9576 8.261 27.4659
Si 8.1565 7.7215 23.49
Si 2.9629 10.2923 26.652
Si 5.3631 17.5114 23.2612
Si 0.5447 14.8161 23.368
Si 4.7417 20.6066 22.9541
Si 10.6893 6.0495 23.0687
Si -0.2505 19.7742 27.6462
Si 1.2413 9.7517 22.556
Si 2.8325 14.5479 26.9991
Si 9.1243 12.6871 25.7933
Si 2.238 21.2184 27.083
Si 8.2695 17.1984 24.5253
Si -2.2821 15.6725 24.5327
Si 7.407 16.4487 27.3954
Si 4.4496 12.4229 25.4439
Si 12.031 12.9345 26.9692
Si 12.9965 15.9782 27.4356
Si 2.6722 16.5962 24.6978
Si 7.7836 5.987 27.5565
Si 11.5684 10.6059 23.1444
Si 2.3694 12.5728 23.1862
Si 1.1983 19.3175 25.198
Si 13.082 7.9954 23.3209
Si 9.1758 14.3935 23.2394
Si 0.875 12.4207 27.1281
Si 9.0331 19.8826 23.4226
Si 1.6977 20.4745 22.4779
Si 6.6143 13.6552 26.8935
Si -1.8431 11.166 26.6462
Si 1.3621 14.9848 5.389
Si 4.0565 1.3554 5.4475
Si 1.3605 4.0516 5.4451
Si 4.0785 6.7954 5.4979
Si 1.3332 9.5504 5.4974
Si 4.0615 12.3031 5.4356
Si 6.8097 14.9621 5.4121
Si 9.542 1.3425 5.4197
Si 6.7953 4.0715 5.4768
Si 9.5098 6.8182 5.4977
Si 6.8168 9.5293 5.48
Si 9.5343 12.2363 5.4395
Si 12.2672 14.9512 5.4277
Si 14.9801 1.3255 5.3879
Si 12.2586 4.0331 5.4309
Si 14.9323 6.7909 5.4835
Si 12.2278 9.5334 5.4611
Si 14.9435 12.2648 5.4486
Si 2.7037 16.3154 6.7962
Si 5.4244 2.71 6.8109
Si 2.7147 5.4129 6.8206
Si 5.4387 8.1756 6.8319
Si 2.7265 10.9136 6.8098
Si 5.4458 13.6262 6.797
Si 8.1662 16.3186 6.7819
Si 10.8885 2.698 6.7986
Si 8.1504 5.4392 6.831
Si 10.8816 8.1733 6.8332
Si 8.1798 10.8895 6.8209
Si 10.8941 13.603 6.7905
Si 13.6211 16.3145 6.7834
Si -0.0055 2.6879 6.7844
Si 13.5825 5.4112 6.8163
Si -0.0183 8.16 6.8303
Si 13.5903 10.8978 6.8093
Si 0.0108 13.6241 6.7768
Si 1.3514 17.6684 8.1607
Si 4.0754 4.0642 8.1804
Si 1.3588 6.7922 8.1678
Si 4.0764 9.542 8.1755
Si 1.3573 12.2621 8.1578
Si 4.0823 14.9739 8.1564
Si 6.8046 17.6757 8.1522
Si 9.5252 4.0689 8.1604
Si 6.7918 6.8026 8.183
Si 9.5226 9.5299 8.1856
Si 6.7995 12.2529 8.1585
Si 9.5237 14.9609 8.1487
Si 12.2518 17.6648 8.1548
Si 14.9629 4.0556 8.155
Si 12.2307 6.7861 8.1701
Si 14.9419 9.5269 8.1705
Si 12.2392 12.2545 8.1685
Si 14.9741 14.9651 8.1549
Si 0.0029 16.3167 9.5293
Si 2.7141 2.7009 9.5231
Si -0.0022 5.4227 9.5154
Si 2.7206 8.1566 9.5233
Si 0.0009 10.8859 9.5121
Si 2.7275 13.6116 9.5189
Si 5.4445 16.3241 9.518
Si 8.1556 2.7179 9.5195
Si 5.434 5.4349 9.5318
Si 8.1558 8.1649 9.5332
Si 5.4435 10.8974 9.5277
Si 8.1619 13.6116 9.5192
Si 10.8788 16.3204 9.5178
Si 13.6028 2.7059 9.5243
Si 10.8704 5.4327 9.5265
Si 13.5894 8.1547 9.5202
Si 10.8776 10.8978 9.5264
Si 13.6102 13.609 9.5163
Si 1.3767 14.9687 10.8853
Si 4.0821 17.6717 10.8819
Si 1.3607 4.0645 10.8759
Si 4.0798 6.7944 10.8907
Si 1.3534 9.515 10.8733
Si 4.0865 12.2581 10.8868
Si 6.8038 14.9722 10.884
Si 9.5107 17.6809 10.8837
Si 6.795 4.0764 10.8882
Si 9.5112 6.7961 10.8839
Si 6.7967 9.531 10.8856
Si 9.516 12.2517 10.8851
Si 12.2449 14.9651 10.8742
Si 14.965 17.6718 10.8917
Si 12.2316 4.0687 10.8761
Si 14.9516 6.7854 10.866
Si 12.231 9.527 10.8673
Si 14.9701 12.2464 10.8731
Si 2.7407 16.3154 12.258
Si 5.4282 2.7149 12.2434
Si 2.7275 5.4092 12.2384
Si 5.4447 8.1607 12.242
Si 2.7228 10.8783 12.2215
Si 5.4484 13.6206 12.2525
Si 8.1437 16.3398 12.2585
Si 10.8633 2.7266 12.2446
Si 8.1555 5.4359 12.2479
Si 10.8648 8.178 12.2223
Si 8.1477 10.8992 12.2445
Si 10.883 13.613 12.2337
Si 13.6 16.3144 12.247
Si 0.0194 2.7034 12.2464
Si 13.5889 5.4311 12.2266
Si -0.0081 8.1394 12.2239
Si 13.5973 10.8835 12.2139
Si 0.0144 13.6059 12.23
Si 1.3912 17.674 13.6217
Si 4.0626 4.0382 13.6253
Si 1.3581 6.7661 13.5717
Si 4.0837 9.5288 13.5867
Si 1.377 12.2434 13.5784
Si 4.1115 14.9802 13.6346
Si 6.7739 17.7016 13.6295
Si 9.5026 4.0809 13.6243
Si 6.802 6.8 13.6055
Si 9.5028 9.5297 13.588
Si 6.8018 12.2649 13.6172
Si 9.5165 14.9699 13.5902
Si 12.2223 17.6772 13.5879
Si -1.3591 4.0671 13.5713
Si 12.2184 6.8093 13.5625
Si -1.388 9.4999 13.563
Si 12.2607 12.2581 13.5775
Si -1.3401 14.9581 13.5982
Si 0.0324 16.3057 14.9608
Si 2.7337 18.9956 15.0455
Si 0.0076 5.3995 14.9385
Si 2.7194 8.1381 14.9043
Si -0.0191 10.8717 14.8806
Si 2.7576 13.5823 14.95
Si 5.44 16.3574 15.0359
Si 8.1217 19.0614 14.9993
Si 5.4375 5.4144 14.9382
Si 8.1541 8.1733 14.9693
Si 5.4357 10.8953 14.959
Si 8.1652 13.6366 14.9756
Si 10.8572 16.3316 14.9544
Si 13.6022 19.0299 14.92
Si 10.8568 5.4874 14.9459
Si 13.574 8.1402 14.9363
Si 10.8717 10.9134 14.9074
Si 13.6288 13.5968 14.9598
O 11.2985 7.6243 28.107
O 9.7529 17.7092 20.8382
O 8.0948 8.1128 21.931
O 10.1355 10.5425 23.8626
O 2.6218 13.3713 21.8039
O 3.4038 21.2901 28.1879
O 0.1101 10.33 21.5803
O -0.6632 12.265 26.7219
O 1.3187 13.9649 26.9048
O 10.3883 20.8036 23.4488
O 9.3522 9.3476 28.4898
O 1.9764 16.7611 29.274
O 0.7993 5.1971 21.6312
O -1.3958 12.223 20.7177
O -2.0864 10.477 28.1011
O 10.3299 19.2014 28.9207
O 11.3711 10.3654 21.5571
O -0.5758 8.6983 29.2159
O 10.5046 6.1787 21.4619
O 5.0121 19.0223 22.7911
O 4.4101 11.8834 20.7623
O 1.6682 17.8289 24.8929
O 0.0976 18.4674 28.5266
O 6.7539 6.6209 28.6077
O 1.1107 12.0897 28.6928
O 3.8885 17.6689 20.57
O 5.9939 12.9111 25.574
O 6.5559 17.6103 28.1417
O 2.1737 10.9779 23.0434
O 3.279 10.2769 28.2316
O -1.6822 20.361 28.0892
O 8.4834 15.8724 28.4504
O 2.9296 15.8664 26.1046
O 4.9029 8.4772 29.2009
O 2.1592 8.6867 21.7325
O -2.1295 15.9114 28.5113
O 1.4054 7.4253 28.2314
O 5.5454 5.0421 21.7593
O 10.7576 14.2468 22.8955
O 5.5902 16.4893 22.013
O 8.7886 13.2867 24.3372
O 8.8431 15.8689 23.8058
O -1.5796 16.8347 21.09
O 13.4161 18.8275 21.8014
O 9.2409 18.4385 24.1258
O 5.9998 13.0141 28.2478
O 7.6001 11.2011 29.1959
O 11.8218 12.2125 28.4061
O 12.1873 4.3315 20.6759
O -1.4344 10.0491 25.5439
O 6.9097 5.5864 26.2805
O 1.7346 11.3082 26.3237
O 8.5214 20.9923 28.15
O -1.8651 7.8418 24.166
O 13.3438 8.2319 21.7464
O 12.2268 12.0625 23.3683
O 2.1366 6.2161 26.1536
O 6.7457 17.5104 24.08
O 10.1978 14.0125 29.2877
O 12.3399 14.5021 27.2719
O 10.2496 9.0093 26.0649
O 2.4109 19.9831 26.0546
O 0.9047 20.1135 23.8283
O 1.9319 19.1336 21.6078
O 12.417 9.3968 23.7874
O 9.5572 6.9628 23.7652
O 3.7422 13.3184 26.5595
O 0.2262 15.104 21.7926
O 7.8925 20.6575 24.2363
O 5.303 21.1089 24.3784
O 4.9232 19.4151 29.1364
O 3.1778 4.6943 22.8452
O 10.6978 12.8794 26.0711
O 0.032 7.8869 26.0201
O 6.3917 15.2669 26.9094
O 8.2784 14.1303 21.9026
O 8.113 9.0126 24.4543
O 13.0692 13.8619 21.6386
O 9.6266 12.2033 20.8326
O 4.1191 17.0086 24.1443
O 4.2409 10.8529 25.8176
O 11.9824 17.1437 28.0465
O 2.5248 8.806 26.2055
O 3.4394 14.8529 28.4514
O 8.2223 13.4543 26.8854
O -0.5844 13.9811 29.3733
O 3.9545 6.9334 20.8752
O -1.1983 6.7285 20.7523
O 3.723 12.7791 24.0506
O 8.2333 17.0221 26.1341
O 0.9787 13.2695 23.7003
O 8.6944 11.1356 25.8978
O 13.0623 14.4146 24.2061
O -2.6319 16.2742 25.9987
O 6.9289 6.7695 23.8957
O 13.1688 12.0357 26.2435
O 12.1281 6.6784 23.5178
O 6.4705 9.8095 20.8359
O 8.4507 19.66 21.9139
O -0.1646 19.3662 26.0831
O -2.6077 16.8834 23.5236
O 0.8517 20.9406 27.9053
O 8.8985 7.0827 27.1757
O 1.8951 15.645 23.6688
O 0.448 9.1101 23.8016
O 13.0044 5.8552 29.0234
O 12.0536 16.5253 21.5225
O -0.7282 15.2225 24.3021

Results
total energy: -82019.918 eV
total energy less fixed offsets of O -438.35, Si -107.03 eV per atom: -0.398 eV

Forces (eV/angstrom), in the order of the atoms: element, x, y, z
Si 0.2277 -0.1765 0.815
Si 0.0427 -0.3018 0.7058
Si -0.2834 0.1532 0.6861
Si 0.1097 -0.0568 0.7397
Si -0.2435 0.0189 0.7206
Si -0.0613 0.2099 0.717
Si -0.245 0.0886 0.7058
Si 0.0678 -0.0241 0.6499
Si -0.1463 0.1511 0.7121
Si -0.2052 0.1262 0.7566
Si 0.2278 -0.0405 0.7978
Si 0.1517 -0.2187 0.741
Si -0.0332 0.128 0.7385
Si -0.2278 0.1217 0.8142
Si 0.1118 -0.0713 0.7525
Si 0.1675 -0.065 0.7339
Si -0.1333 0.0847 0.7486
Si 0.2368 -0.0834 0.6401
Si -0.0024 0.0066 -0.0468
Si 0.0427 -0.0059 -0.0487
Si -0.0284 -0.0361 -0.0374
Si 0.0147 0.0064 -0.0665
Si -0.0039 0.021 -0.0226
Si 0.027 0.0295 -0.036
Si -0.0035 -0.0075 -0.0148
Si -0.0177 -0.0099 -0.0107
Si 0.0033 0.023 -0.0803
Si -0.0094 0.004 -0.0571
Si 0.0015 0.0162 -0.0665
Si -0.0238 0.0192 -0.0202
Si 0.0204 -0.0164 -0.0126
Si 0.0129 -0.0218 -0.0661
Si -0.0041 -0.0288 -0.0607
Si 0.0065 0.0038 -0.0403
Si 0.011 0.0434 -0.0416
Si -0.0282 0.0255 -0.038
Si -0.0125 -0.0028 0.0405
Si -0.012 -0.0058 0.0313
Si 0.0022 0.022 0.0293
Si -0.0058 -0.0092 0.0721
Si -0.0155 0.0206 0.0045
Si -0.0107 0.0005 -0.0122
Si -0.0035 0.0199 0.0084
Si -0.0041 0.0228 0.0404
Si 0.0177 -0.0417 0.0156
Si 0.0136 0.0264 -0.011
Si -0.0227 -0.0301 0.0394
Si 0.0068 -0.0191 0.0096
Si 0.0102 -0.0188 -0.0309
Si 0.0036 -0.0024 -0.0045
Si 0.0068 0.0271 0.0396
Si -0.0102 -0.0067 0.0248
Si -0.009 -0.0298 0.0216
Si 0.0226 0.01 0.0044
Si 0.0015 -0.0231 -0.0561
Si -0.0081 -0.0184 -0.0324
Si 0.0077 0.0156 0.0001
Si 0.0006 0.0023 -0.0055
Si -0.0046 -0.0205 -0.0083
Si 0.0277 -0.0101 -0.0062
Si 0.0117 0.0045 0.003
Si 0.0027 0.023 -0.0212
Si -0.0197 0.0168 -0.0033
Si -0.0014 -0.006 -0.0061
Si 0.0273 -0.0039 -0.011
Si -0.0101 -0.0057 -0.0239
Si -0.0201 -0.0075 0.0046
Si -0.0079 0.0085 -0.0081
Si -0.0166 -0.0006 -0.0053
Si -0.0014 -0.0272 -0.0141
Si 0.028 -0.0019 -0.0192
Si 0.0015 0.0345 -0.0198
Si -0.006 0.0138 0.0169
Si -0.0201 0.0118 0.0535
Si -0.0143 -0.001 0.0187
Si -0.0032 0.027 0.0048
Si 0.0021 -0.0318 -0.0198
Si -0.0074 0.0153 0.0374
Si 0.0472 -0.0057 0.0114
Si -0.0035 -0.0218 0.0117
Si -0.0194 0.0008 0.0087
Si 0.0077 -0.0248 0.0211
Si -0.0093 -0.0023 0.0483
Si -0.0034 -0.0154 0.0053
Si 0.0206 -0.0056 -0.0023
Si -0.018 0.0173 -0.0083
Si 0.0342 -0.0251 0.0031
Si -0.0398 0.0082 0.025
Si -0.0078 0.0081 0.0182
Si 0.0282 -0.012 0.0343
Si 0.0501 -0.0038 -0.024
Si -0.0235 -0.025 -0.012
Si -0.0227 -0.0029 -0.0311
Si 0.0153 0.0021 -0.0452
Si -0.001 -0.0032 -0.0158
Si -0.0143 -0.0143 -0.0141
Si 0.0074 0.0128 0.0071
Si 0.0085 0.0458 -0.0241
Si -0.0286 0.0246 -0.0108
Si -0.019 0.0478 -0.014
Si 0.0049 -0.0018 -0.0379
Si -0.0141 -0.005 -0.0085
Si -0.0058 -0.0192 -0.007
Si 0.0484 0.0317 0.0142
Si 0.0128 -0.0378 -0.0424
Si 0.0205 0.0076 -0.0248
Si 0.0112 0.0042 -0.0335
Si -0.0185 -0.0371 -0.023
Si -0.0983 -0.0625 0.0366
Si 0.0338 -0.0309 0.023
Si 0.013 0.0386 0.0547
Si 0.0128 -0.0253 0.0433
Si -0.0402 0.0481 0.0252
Si -0.0176 0.0488 0.0567
Si 0.0336 0.0244 0.0317
Si 0.0028 -0.0029 0.0428
Si -0.0025 -0.0616 0.0785
Si -0.0061 -0.0484 0.0918
Si 0.0339 0.0123 0.035
Si -0.0066 0.0843 0.0336
Si 0.0493 0.0028 -0.0397
Si -0.0204 0.0147 0.013
Si 0.0351 0.0148 0.0349
Si -0.0204 -0.0247 0.0364
Si 0.0129 -0.0322 0.0461
Si -0.0623 -0.0205 0.0559
Si 0.2705 0.1062 -0.6359
Si -0.1345 0.2692 -0.6973
Si 0.0881 -0.2302 -0.6511
Si -0.1503 0.1972 -0.6785
Si 0.2258 -0.0606 -0.772
Si -0.0781 0.1883 -0.7867
Si 0.3327 -0.3535 -0.6521
Si -0.3384 0.0729 -0.6437
Si 0.1197 -0.1117 -0.6927
Si 0.1518 -0.1933 -0.7399
Si 0.0227 -0.0054 -0.5588
Si -0.2065 0.1605 -0.687
Si 0.1227 -0.2624 -0.6309
Si 0.3879 -0.2126 -0.7384
Si -0.1641 0.1158 -0.6787
Si -0.0872 0.2189 -0.7273
Si 0.0475 -0.1592 -0.722
Si -0.1951 0.0979 -0.6882
Si -0.1243 -0.0595 -0.1656
Si -0.0401 0.0869 0.0661
Si 0.0149 0.1433 -0.0193
Si 0.0891 -0.0411 0.0226
Si 0.1248 0.0226 -0.0394
Si -0.0188 -0.0162 -0.1035
Si -0.0134 -0.0054 0.1166
Si 0.0548 -0.0337 -0.1135
Si 0.0122 -0.0254 0.1205
Si -0.0045 -0.012 -0.0711
Si -0.2134 0.0696 0.0013
Si -0.0551 -0.0587 -0.0469
Si 0.0404 -0.0562 -0.0537
Si 0.0181 -0.0138 0.0095
Si 0.0431 -0.1113 -0.0523
Si -0.1375 0.0647 0.0035
Si 0.0459 0.061 0.0663
Si -0.007 -0.033 0.0729
Si -0.1047 -0.0765 -0.0643
Si 0.063 -0.0902 -0.019
Si -0.1039 -0.0312 0.085
Si 0.0307 -0.0534 -0.0959
Si 0.0819 0.0095 0.1003
Si -0.2336 0.0995 0.0683
Si 0.0279 0.0338 -0.0091
Si 0.1096 0.0086 0.1128
Si 0.0852 0.0277 -0.0949
Si -0.1152 -0.0014 0.0106
Si 0.0138 0.0554 0.0789
Si -0.0882 -0.0754 -0.0702
Si 0.0413 0.0203 -0.0037
Si 0.0869 -0.0567 0.0401
Si 0.0878 0.0914 -0.1342
Si -0.0085 0.04 -0.1065
Si 0.0083 -0.0199 -0.0019
Si 0.0273 -0.1463 0.115
Si 0.0073 0.0098 -0.0061
Si -0.0082 0.0077 0.0093
Si 0.0187 0.0097 -0.0081
Si 0.0023 0.013 0.0088
Si -0.0118 -0.0135 0.0108
Si -0.0075 -0.0051 -0.0048
Si 0.0004 -0.0025 -0.0138
Si 0.0067 0.0002 -0.0021
Si 0.0017 -0.0121 -0.0026
Si -0.0034 0.003 0.0042
Si -0.0059 0.0061 0.0038
Si -0.007 -0.0071 -0.0032
Si 0.0065 -0.0129 -0.0021
Si 0.0075 0.0014 -0.0132
Si 0.0106 -0.0058 -0.0112
Si 0.0062 0.008 -0.0006
Si -0.0142 -0.0083 -0.0051
Si -0.0067 0.0046 0
Si 0.0039 0.0061 0.0068
Si -0.0092 0.0096 -0.0008
Si 0.0134 -0.0075 -0.0063
Si -0.0096 0.0036 -0.0059
Si 0.0035 -0.0127 -0.004
Si -0.0029 -0.0043 -0.0023
Si -0.0044 0.0066 0.0037
Si -0.0002 0.008 -0.0018
Si 0.0026 0.0118 -0.0036
Si -0.0009 -0.0077 -0.0006
Si 0.0079 -0.0195 0.0019
Si 0.0091 0.0089 0.0025
Si -0.0101 -0.009 0.0058
Si 0.0177 -0.0129 -0.0017
Si -0.0005 0.0127 0.0035
Si -0.0034 0.0082 -0.0043
Si -0.0067 0.0062 -0.0014
Si -0.017 -0.0042 -0.0022
Si -0.0028 0.0036 0.0065
Si -0.0112 -0.0061 0.0071
Si 0.009 0.0176 -0.0076
Si 0.0116 0.0111 0.0035
Si 0.0094 0.0026 0.0024
Si 0.0047 0.0027 0.0049
Si 0.0039 0.0048 -0.0054
Si 0.0047 0.008 -0.001
Si -0.0096 -0.0062 0.0046
Si 0.011 0.0089 0.009
Si -0.0137 -0.0134 -0.0047
Si -0.0025 -0.012 -0.0076
Si 0.006 0.0073 0.0017
Si -0.0038 0.0085 -0.0082
Si -0.0158 -0.0097 -0.0028
Si -0.012 -0.0212 0.0003
Si -0.0022 -0.0079 0.0067
Si 0.0119 0.0067 0.0086
Si 0.0065 0.0061 0.0034
Si 0.0019 -0.0002 0.0001
Si 0.001 -0.0148 0.0008
Si -0.0079 -0.0103 0.0017
Si -0.0035 0.0031 -0.0095
Si 0.0081 -0.0063 -0.0017
Si -0.0152 -0.0002 -0.0001
Si -0.0073 -0.0028 -0.0005
Si 0.0049 0.0149 -0.0017
Si 0.0052 0.0067 -0.0015
Si -0.0001 -0.0089 0.0029
Si 0.0062 0.0104 0.0025
Si 0.0022 0.0014 0.0035
Si -0.0114 0.0015 0.009
Si 0.0063 0.0098 0.0045
Si 0.005 0.0075 0.0038
Si 0.0043 -0.0056 0.0005
Si -0.0059 -0.0022 -0.0058
Si -0.0086 0.0008 0.003
Si 0.007 0.0064 -0.0044
Si 0.0127 -0.0052 -0.0038
Si 0.0089 -0.0117 0.0093
Si 0.0107 0.0086 0.0038
Si -0.0105 0.0018 0.0009
Si -0.0098 0.0038 -0.0047
Si 0.0034 0.0169 -0.0036
Si -0.0055 0.003 0.0039
Si 0.0015 -0.0154 0.0018
Si -0.0099 0.0033 0.0013
Si 0.0124 -0.0159 0.0025
Si 0.007 -0.0067 -0.0061
Si 0.0072 -0.0072 0.0029
Si 0.0013 0.0105 -0.0088
Si -0.0049 0.0134 -0.0049
Si -0.0231 0.0091 -0.0046
Si -0.0042 -0.0097 0.0036
Si 0.0169 0.0168 -0.0048
Si -0.0185 -0.015 -0.0108
Si -0.022 0.0011 0.0021
Si 0.0077 0.0186 -0.0036
Si 0.0035 -0.0064 -0.008
Si -0.0043 -0.0114 -0.0015
Si 0.0024 -0.0137 0.0035
Si -0.0022 -0.0109 0.0056
Si 0.0066 0.023 0.0028
Si 0.023 0.0125 -0.0054
Si -0.0023 -0.0102 -0.0017
Si 0.0035 0.0154 -0.0028
Si -0.0154 0.0006 0.0094
Si 0.0058 0.0233 0.0004
Si -0.0145 -0.0184 0.0048
Si -0.023 -0.0265 0.0089
Si 0.0125 -0.0016 -0.0027
Si 0.0174 0.0076 -0.0023
Si -0.0049 -0.0118 0.0028
Si 0.0253 0.008 0.0033
Si 0.0208 0.0005 0.0014
Si -0.0071 -0.0004 0.0031
Si 0.001 -0.0099 0.0004
Si -0.0025 -0.0013 0.0005
Si -0.0146 0.026 -0.005
Si 0.019 -0.0104 0.003
Si -0.0154 -0.012 0.007
Si 0.0032 0.0163 0.0024
Si -0.0041 0.0065 0.0004
Si 0.0135 -0.0061 0.0032
Si 0.0058 0.0099 -0.0069
Si -0.0081 0.0078 -0.0055
Si -0.0076 -0.0005 0.0004
Si 0 0.0202 0.0036
Si -0.0066 -0.0235 0.0079
Si 0.0078 -0.01 0.0026
Si -0.0001 0.0068 -0.0062
Si 0.0285 -0.0005 0.0293
Si -0.0045 -0.0186 0.0059
Si -0.0005 -0.0174 -0.0074
Si -0.0124 0.0051 -0.0166
Si 0.0002 -0.0347 0.0064
Si -0.0173 0.0137 0.0162
Si 0.0063 0.0061 0.0085
Si 0.0056 0.005 -0.0105
Si 0.0116 0.0076 0.0162
Si -0.015 -0.0057 -0.0116
Si -0.006 0.004 0.0103
Si -0.0094 0.0184 -0.0006
Si -0.0074 -0.0027 0
Si -0.0021 0.0138 -0.0051
Si 0.004 -0.0087 0.0168
Si -0.0011 0.0154 -0.0048
Si 0.0095 0.009 0.0168
O 0.2295 0.1483 -0.4097
O -0.2308 -0.158 0.3563
O 0.0683 0.0199 0.137
O -0.1414 0.3781 -0.3314
O -0.0322 0.5757 0.0347
O 0.0441 0.1936 -0.1767
O -0.2369 -0.1483 0.2892
O -0.1915 0.3713 -0.2823
O -0.4658 0.4048 -0.4202
O 0.3609 -0.3367 0.0577
O 0.2813 0.1594 -0.0713
O 0.1433 -0.1339 -0.544
O 0.1451 0.1103 0.0673
O 0.171 0.2254 0.2452
O -0.1921 -0.059 -0.0306
O 0.1448 0.2072 -0.2294
O 0.0689 -0.4265 -0.2322
O 0.0605 0.0219 -0.2924
O -0.1722 0.4323 -0.2607
O -0.0433 -0.0065 -0.5058
O -0.0784 0.0917 0.4184
O -0.2598 -0.135 0.0595
O -0.0397 -0.4094 -0.3268
O -0.247 0.0114 -0.1808
O 0.434 -0.2088 -0.0622
O 0.0129 -0.1494 -0.058
O 0.1908 0.0441 -0.5706
O -0.2587 0.1511 -0.5388
O 0.3871 -0.0389 0.0004
O -0.0334 0.2744 0.0605
O -0.412 -0.1588 -0.3604
O -0.0097 0.2943 -0.2906
O 0.2092 0.2022 0.4732
O -0.1842 -0.1465 -0.5598
O -0.0383 0.053 0.1798
O 0.446 0.2557 -0.0782
O 0.4908 -0.0677 0.0272
O 0.5597 0.0962 0.3024
O 0.0822 0.2298 -0.1254
O 0.5368 -0.3715 0.3894
O -0.3174 -0.2297 -0.2371
O 0.1059 0.1 0.0004
O -0.1523 0.0988 0.0172
O 0.1775 0.3502 0.4631
O 0.5997 -0.1125 0.2184
O -0.3696 0.1886 -0.0418
O 0.0995 -0.1909 -0.5847
O 0.2531 -0.4959 -0.0011
O 0.1352 0.0755 0.4991
O 0.0498 0.0841 0.0161
O -0.4065 0.0934 0.2408
O -0.3125 -0.1084 -0.6918
O -0.1441 -0.1473 -0.4709
O 0.1174 -0.735 0.0446
O -0.0527 0.2105 0.1264
O 0.4167 -0.0108 0.1512
O 0.3634 0.0212 -0.6716
O -0.2087 -0.0755 0.2181
O 0.1316 -0.0243 -0.4617
O -0.3574 -0.0801 0.1538
O 0.5191 0.0983 -0.3137
O 0.7384 -0.0475 -0.1435
O -0.6197 0.0357 0.0931
O -0.509 -0.4007 0.2552
O 0.0771 0.1181 0.4754
O 0.2882 0.2411 0.2609
O 0.0391 -0.3241 0.165
O 0.0536 -0.4778 -0.1365
O 0.1187 0.0604 0.3205
O -0.3017 0.106 0.5677
O -0.0717 0.0672 -0.3726
O 0.0824 0.226 0.1878
O -0.0273 -0.0434 -0.4848
O -0.2716 -0.2881 0.2814
O -0.381 0.0524 -0.2114
O -0.5403 0.2174 0.1425
O -0.4503 0.1144 0.3025
O -0.2051 0.3705 -0.0928
O 0.0988 -0.1518 0.3938
O -0.0612 -0.1682 0.3719
O 0.4598 -0.2447 -0.3824
O -0.0595 0.1697 -0.5591
O 0.0936 -0.0084 -0.3094
O 0.4253 -0.0217 -0.3205
O 0.0894 0.1543 0.1812
O 0.0694 -0.1176 -0.4375
O -0.0834 -0.2212 0.3503
O -0.1569 -0.0208 0.3199
O 0.3405 0.2616 -0.2389
O 0.238 0.3637 0.1132
O -0.249 -0.4066 0.2559
O -0.5027 -0.162 0.2481
O -0.0309 -0.2753 0.4104
O 0.0558 0.2765 -0.183
O -0.5761 0.0587 0.082
O -0.0672 0.0954 -0.6616
O 0.3996 -0.3772 0.1541
O 0.0716 0.0321 0.4743
O -0.426 0.2206 0.0449
O -0.5275 -0.2408 -0.4083
O -0.188 0.2657 0.2155
O -0.0117 0.4801 0.4384
O 0.0922 -0.1381 -0.2056
O 0.3298 -0.1897 -0.3293
O 0.3166 -0.0931 0.2383
O -0.1508 0.1581 -0.5068
O -0.1766 -0.3691 0.4088
O 0.1414 0.0693 0.3696
